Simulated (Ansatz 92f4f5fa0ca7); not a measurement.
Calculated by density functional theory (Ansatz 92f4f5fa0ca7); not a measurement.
Periodic cell of 240 atoms, Si147O87H6, from a study of silicon, its oxide and their interface. The atomic structure is a simulated model.
Doubt: the cutoff is far below the 930 eV that the study's wrapper takes by default for these files, so forces and energies are approximate.
This geometry differs little from another in the collection (a relaxation step or a small displacement).

Settings: functional PBE; potential files Ansatz PAW; basis plane waves; wave-function cutoff 580 eV; density cutoff ratio 5; exchange-correlation grid ratio 1; k mesh 1 x 1 x 1, Gamma-centred; self-consistency stop 5e-08 eV per atom in the density residual; occupations fixed; spin none; net charge 0.

Cell vectors (angstrom)
a  11.6015  0  0
b  0  10.938  0
c  0  0  32.9956

Atoms: element, x, y, z (angstrom)
Si  0.1259  -0.0845  24.2598
Si  4.0184  0.0433  24.2533
Si  7.8671  -0.0033  24.425
Si  2.0349  1.3066  24.2982
Si  5.9777  1.3816  24.2526
Si  9.8286  1.295  24.4248
Si  -0.003  5.4533  24.298
Si  4.0546  5.6465  24.3667
Si  7.872  5.1761  24.4957
Si  1.9907  6.7722  24.3824
Si  6.0935  6.7522  24.5541
Si  9.6157  6.7329  24.4103
Si  1.9848  2.7224  26.2014
Si  5.8538  2.6562  26.2539
Si  9.7684  2.6512  26.3462
Si  0.0378  4.0842  26.2489
Si  3.9524  4.0486  26.1531
Si  7.8065  3.9345  26.4223
Si  2.0052  8.2463  26.2261
Si  5.9084  8.2141  26.3751
Si  9.7302  8.1699  26.2967
Si  0.0565  9.5448  26.2291
Si  3.9754  9.5839  26.1958
Si  7.8272  9.5665  26.3462
Si  0.0622  -0.0172  28.1629
Si  3.8929  -0.0221  28.1554
Si  7.7832  0.0231  28.2188
Si  1.9777  1.3715  28.1522
Si  5.8185  1.3246  28.1891
Si  9.7406  1.3182  28.242
Si  0.0631  5.4708  28.1661
Si  3.9037  5.4347  28.1203
Si  7.7802  5.469  28.2046
Si  1.9959  6.8362  28.1442
Si  5.8297  6.7948  28.2245
Si  9.7228  6.806  28.2044
Si  1.9336  2.7345  30.0964
Si  5.8008  2.7345  30.0964
Si  9.6679  2.7345  30.0964
Si  0  4.1018  30.0964
Si  3.8672  4.1018  30.0964
Si  7.7343  4.1018  30.0964
Si  1.9336  8.2035  30.0964
Si  5.8008  8.2035  30.0964
Si  9.6679  8.2035  30.0964
Si  0  9.5708  30.0964
Si  3.8672  9.5708  30.0964
Si  7.7343  9.5708  30.0964
Si  0  0  32.03
Si  3.8672  0  32.03
Si  7.7343  0  32.03
Si  1.9336  1.3673  32.03
Si  5.8008  1.3673  32.03
Si  9.6679  1.3673  32.03
Si  0  5.469  32.03
Si  3.8672  5.469  32.03
Si  7.7343  5.469  32.03
Si  1.9336  6.8362  32.03
Si  5.8008  6.8362  32.03
Si  9.6679  6.8362  32.03
Si  1.9336  2.7345  0.9679
Si  5.8008  2.7345  0.9679
Si  9.6679  2.7345  0.9679
Si  0  4.1018  0.9679
Si  3.8672  4.1018  0.9679
Si  7.7343  4.1018  0.9679
Si  1.9336  8.2035  0.9679
Si  5.8008  8.2035  0.9679
Si  9.6679  8.2035  0.9679
Si  0  9.5708  0.9679
Si  3.8672  9.5708  0.9679
Si  7.7343  9.5708  0.9679
Si  -0.0515  0.0018  2.9036
Si  3.7948  0.0183  2.8924
Si  7.6875  0.039  2.8665
Si  1.8647  1.4009  2.933
Si  5.7323  1.3635  2.8954
Si  9.6333  1.3701  2.8937
Si  -0.0412  5.4957  2.9036
Si  3.8283  5.5108  2.8616
Si  7.7091  5.4859  2.8832
Si  1.8897  6.8608  2.9238
Si  5.7781  6.8426  2.8816
Si  9.6297  6.8582  2.923
Si  1.8536  2.8214  4.8648
Si  5.7134  2.7643  4.8014
Si  9.625  2.7415  4.8221
Si  -0.114  4.1947  4.8747
Si  3.8028  4.1671  4.774
Si  7.669  4.0512  4.752
Si  1.8544  8.2466  4.8673
Si  5.7622  8.2519  4.7737
Si  9.5582  8.2257  4.8782
Si  -0.0875  9.5828  4.8431
Si  3.821  9.5832  4.8094
Si  7.6869  9.6537  4.7971
Si  -0.0134  0.0433  6.7477
Si  3.8852  0.0314  6.7164
Si  7.7174  0.13  6.7234
Si  1.95  1.3555  6.7348
Si  5.7736  1.4479  6.7697
Si  9.702  1.449  6.8162
Si  -0.2988  5.6348  6.8268
Si  3.7086  5.5775  6.6721
Si  7.4924  5.3454  6.6806
Si  1.7314  6.8553  6.7955
Si  5.7092  6.8674  6.6815
Si  9.2688  6.8891  6.8629
O  8.7743  7.7686  8.2291
O  2.0596  2.2498  8.133
O  6.0572  7.846  8.0035
O  7.3829  4.4272  8.0812
O  5.7507  2.3115  8.2042
O  7.5737  10.1124  8.069
O  11.2905  4.7042  8.2015
O  1.7642  7.6922  8.2491
O  9.5887  4.1785  10.2144
O  9.1479  7.6486  23.0857
O  8.0206  4.1792  23.1555
O  7.8746  9.9877  23.0528
O  2.2016  7.3313  22.789
O  4.1336  5.4686  22.672
O  0.134  9.8838  22.8865
O  6.148  2.3156  22.8643
O  11.5046  4.4677  22.9285
O  6.4026  7.7499  23.2461
Si  9.0593  11.9119  20.4382
Si  6.423  3.5301  9.0604
Si  13.3528  2.4962  9.7041
Si  -2.7367  7.4085  15.3344
Si  0.9907  3.0576  19.0857
Si  -0.4329  -3.6158  19.8098
Si  7.3875  8.5946  8.6215
Si  -4.2648  5.9129  13.0672
Si  5.9386  11.2543  16.3099
Si  7.7696  8.4129  22.6432
Si  7.3144  3.1717  22.0722
Si  14.5648  6.2347  21.8059
Si  11.9463  4.8463  21.3991
Si  11.882  7.991  15.0126
Si  1.9686  11.1103  19.3
Si  4.4886  9.7997  18.5985
Si  -1.0159  3.5425  9.0941
Si  1.5176  0.7499  12.1112
Si  8.5241  3.4855  11.2473
Si  -1.3992  12.2518  13.0076
Si  3.6591  4.594  18.0824
Si  8.3832  7.0363  18.3038
Si  3.3731  -1.7943  11.8192
Si  0.5964  -0.0295  16.446
Si  2.2587  -3.4311  9.7816
Si  3.8603  4.8107  10.44
Si  1.7781  5.429  14.4958
Si  7.2792  9.3403  19.8189
Si  6.5845  -6.3644  19.3736
Si  1.267  7.2408  12.4228
Si  0.9477  2.3798  14.4791
Si  -0.1304  10.0424  21.275
Si  4.5584  4.8262  13.5885
Si  -3.6481  -0.7488  14.0989
Si  2.7013  7.2614  18.9686
Si  7.5297  2.6163  17.122
Si  10.2635  1.8826  17.6009
Si  5.0049  2.9714  15.6967
Si  6.5621  8.6817  11.7197
O  -0.002  2.8229  17.7964
O  -4.2057  5.9697  19.0733
O  12.8771  1.2009  15.5866
O  3.302  6.252  9.9131
O  8.2422  6.7687  16.6986
O  6.6765  4.1453  20.9382
O  0.2548  8.1321  13.3622
O  0.1826  2.8461  9.94
O  10.4604  7.475  15.5676
O  5.2408  4.4827  9.6506
O  5.1992  -0.8762  17.1396
O  9.796  2.4517  8.1568
O  4.646  3.2888  14.1438
O  -1.9928  1.6081  19.0544
O  -0.919  0.4803  16.8483
O  3.4025  6.9862  20.4361
O  7.2959  3.3882  18.5233
O  2.7961  7.8364  12.6347
O  4.2152  15.8069  12.0161
O  8.3878  -2.0065  15.0308
O  4.0666  3.8559  16.6946
O  -1.223  0.3214  21.1588
O  3.4  16.4939  14.4649
O  1.4  10.6703  17.837
O  9.9606  6.9371  18.7726
O  1.3074  3.9159  14.9574
O  1.9539  -5.9009  21.3731
O  4.9844  4.644  19.0389
O  5.0002  9.165  11.94
O  -0.4365  -4.7261  21.001
O  5.6615  9.4832  19.6782
O  -3.6706  -0.1352  20.0708
O  7.6352  8.3339  21.0396
O  7.8825  8.5831  18.5093
O  -3.6469  4.6372  12.255
O  13.9429  -7.0848  18.6874
O  15.204  0.1027  19.2146
O  -2.3512  2.2349  12.0296
O  8.3906  13.0738  21.3797
O  1.5113  1.6626  19.6998
O  9.1149  13.594  16.7245
O  3.0014  8.8991  10.2321
O  4.7493  1.3831  15.947
O  0.0613  3.7266  20.2582
O  1.2119  -5.2441  12.9657
O  14.7447  6.126  17.8826
O  12.9203  -0.7043  20.5207
O  3.3922  8.6139  18.4065
O  -4.9041  10.8509  14.9207
O  -0.1379  0.5091  12.2449
O  1.2883  6.7296  15.3927
O  7.4478  9.6798  12.6437
O  1.054  18.2905  19.0807
O  8.4867  6.4313  14.0913
O  -2.39  0.2681  13.8035
O  2.7218  3.6854  10.2126
O  7.1042  8.8054  10.1988
O  -4.3176  13.8662  10.3209
O  12.2158  9.4693  15.6502
O  14.1225  -0.5203  12.4202
O  1.8384  12.9175  13.1556
O  1.9765  12.0938  10.5988
O  -0.6517  2.303  14.0936
O  6.0002  5.5058  13.9053
O  -0.7812  8.7395  20.5391
O  6.8381  7.1189  12.0899
O  6.6004  -7.6385  15.9614
O  7.0348  1.055  17.2882
O  0.9719  7.2821  10.81
H  3.8482  -0.8121  7.9565
H  3.7079  4.5709  7.7686
H  -0.006  -0.8171  7.9803
H  9.8603  2.2592  -9.7303
H  1.9939  2.1836  -9.946
H  3.9891  -0.8537  -9.9742

Results
free energy: -143023.225 eV
free energy less fixed offsets of H -15.97, O -568.88, Si -635.61 eV per atom: -0.175 eV

Forces (eV/angstrom), in the order of the atoms: element, x, y, z
Si  -0.0053  0.0139  0.0388
Si  0.0164  -0.2121  -0.2841
Si  -0.0071  0.0077  0.0086
Si  -0.0342  0.2021  -0.3006
Si  0.0065  -0.0145  0.0215
Si  0.0139  0.2091  -0.2786
Si  0.0131  0.016  0.0158
Si  0.0064  -0.0177  0.0351
Si  0.0081  0.0101  0.008
Si  -0.0203  -0.0029  0.0366
Si  0.007  -0.0106  0.0059
Si  -0.0041  0.0016  0.0208
Si  0.0043  0.0164  -0.0382
Si  -0.0067  0.0016  -0.0296
Si  0.003  0.0122  -0.0383
Si  -0.009  0.0001  -0.0332
Si  -0.0047  0.0086  -0.0417
Si  -0.0082  0.0049  -0.0373
Si  0.0003  -0.007  -0.0441
Si  0.0128  -0.0036  -0.03
Si  -0.0016  -0.0162  -0.0388
Si  0.003  0.0015  -0.0428
Si  -0.0097  -0.0088  -0.0429
Si  -0.0128  0.0055  -0.0301
Si  0.0067  0.005  -0.0054
Si  0.0052  0.004  -0.0088
Si  -0.0011  -0.0022  -0.0058
Si  -0.0008  -0.0023  -0.0112
Si  0.0038  0.0034  -0.008
Si  0.0019  -0.0031  -0.0145
Si  -0.0003  0.002  -0.0111
Si  -0.0037  0.0007  -0.013
Si  -0.0004  0.0017  -0.0165
Si  0.0072  -0.0037  -0.0047
Si  0.0026  0.0009  -0.0158
Si  0.0026  -0.0034  -0.0213
Si  0.0431  -0.0055  -0.0031
Si  -0.016  0.0119  -0.0088
Si  0.0796  0.094  0.2727
Si  0.0903  -0.0443  0.01
Si  -0.0016  -0.0541  -0.167
Si  0.0336  -0.1087  0.2364
Si  0.0739  -0.0385  -0.0201
Si  -0.0134  -0.0238  0.2696
Si  0.0458  0.0494  0.1509
Si  0.1237  -0.1307  -0.0038
Si  -0.0417  -0.0893  -0.0145
Si  0.0209  -0.1163  0.1936
Si  0.0008  0.0624  0.014
Si  0.0084  0.0433  -0.0065
Si  -0.0021  -0.0233  0.0314
Si  -0.003  -0.0664  -0.0119
Si  0.0064  -0.0383  -0.0076
Si  0.0111  0.0133  0.0214
Si  0.0124  0.0638  0.0169
Si  -0.0108  0.0578  -0.0378
Si  -0.0103  -0.0143  0.032
Si  -0.0027  -0.1043  -0.0133
Si  -0.0114  0.0463  0.017
Si  0.0062  -0.0501  0.0252
Si  -0.0757  0.0374  0.0961
Si  -0.072  0.0588  0.0382
Si  -0.0098  0.056  -0.0003
Si  -0.0405  0.0558  0.059
Si  -0.033  0.0178  -0.1284
Si  0.0141  0.0179  -0.0498
Si  -0.0549  0.0808  0.0601
Si  0.0203  0.071  -0.0865
Si  -0.0295  0.0743  0.1148
Si  -0.0064  -0.0006  -0.0121
Si  -0.1077  0.0192  -0.0062
Si  -0.0415  0.0336  -0.0921
Si  -0.0006  -0.001  -0.0016
Si  -0.0024  -0.0058  0.0072
Si  -0.0008  -0.0013  -0.002
Si  0.0002  0.0086  0.001
Si  -0.0034  0.0053  -0.0024
Si  0.0001  0.0042  0.0039
Si  0.0017  -0.0035  0.0013
Si  -0.0027  -0.0075  0.0024
Si  -0.0018  -0.0005  0.0039
Si  0.0053  0.0082  -0.005
Si  -0.0008  0.0018  0.0043
Si  0.001  -0.0032  0.0082
Si  0.002  -0.0106  0.0123
Si  0.0018  -0.0113  0.0245
Si  0.0052  -0.0232  0.0307
Si  -0.0002  0.0097  0.0186
Si  -0.0023  0.0129  0.015
Si  -0.0024  0.0007  0.023
Si  -0.0025  -0.0061  0.0199
Si  -0.006  -0.0166  0.0187
Si  -0.0055  -0.0132  0.0227
Si  0.0055  0.0046  0.0119
Si  0.0062  0.0066  0.0094
Si  0.006  -0.0027  0.0054
Si  0.0031  0.0078  0.0025
Si  -0.0016  0.002  0.0038
Si  -0.002  0.0352  -0.0097
Si  -0.0079  -0.0281  -0.0368
Si  0.0098  -0.0141  -0.0309
Si  -0.0164  -0.006  -0.0387
Si  0.0044  0.0298  -0.0395
Si  0.0005  -0.0061  -0.0123
Si  -0.0008  0.0227  -0.0189
Si  -0.0105  -0.0217  -0.027
Si  0.0081  -0.0234  -0.0265
Si  0.0026  -0.0082  -0.0236
O  -0.0282  0.0176  0.0252
O  -0.0031  0.0191  0.0404
O  0.0172  0.0202  0.0243
O  -0.016  -0.0125  0.0119
O  0.0097  0.0317  0.0366
O  -0.005  -0.0216  0.0156
O  -0.0078  -0.0308  0.0243
O  0.0026  0.0134  0.0463
O  -0.0062  -0.002  0.0095
O  -0.0172  0.0045  -0.0236
O  -0.0073  -0.02  -0.0335
O  -0.0009  -0.0132  -0.0344
O  0.0172  0.0091  -0.0302
O  -0.0044  0.0032  -0.0398
O  -0.0008  -0.0262  -0.0708
O  0.0265  0.0347  -0.0624
O  0.0048  -0.0132  -0.0607
O  0.0207  0.0175  -0.0341
Si  0.004  0.0086  0.0107
Si  -0.0002  -0.0088  -0.0267
Si  -0.0096  0.0241  -0.0042
Si  0.0054  0  0.001
Si  -0.0118  0.0025  -0.003
Si  -0.0055  0.0092  0.0026
Si  0.0091  -0.0037  -0.0256
Si  -0.0043  -0.0046  0.0035
Si  -0.0044  -0.002  -0.0063
Si  -0.0033  -0.0093  0.0212
Si  -0.0079  -0.0103  0.0129
Si  -0.0077  -0.0166  0.0041
Si  -0.0147  -0.0082  0.0321
Si  -0.0009  0.0028  0.0039
Si  -0.01  -0.0081  0.0016
Si  -0.003  -0.0011  -0.0131
Si  0.0192  -0.0165  -0.016
Si  0.0049  0.0081  0.0056
Si  -0.0105  -0.0035  -0.0126
Si  -0.001  0.0016  0.0101
Si  -0.0104  -0.0044  -0.0139
Si  0.006  0.0025  -0.0067
Si  -0.0003  -0.0027  -0.0053
Si  0.0055  -0.0073  -0.003
Si  -0.0111  -0.0029  -0.0313
Si  -0.0085  -0.0031  -0.0137
Si  0.0046  -0.0008  0.0078
Si  0.0064  -0.0041  0.006
Si  0.0011  -0.0115  0.0104
Si  -0.0005  0.0022  -0.0027
Si  0.0046  -0.0001  0.0022
Si  -0.0002  -0.0053  0.0263
Si  -0.0064  -0.0006  -0.0024
Si  -0.0005  0.0009  -0.0011
Si  -0.0041  -0.0042  -0.001
Si  -0.0009  0.0005  -0.0007
Si  -0.0018  -0.0015  -0.0056
Si  0.0004  -0.002  0.0033
Si  0.0083  0.0081  -0.0138
O  -0.0029  -0.0033  -0.0057
O  -0.0009  0.005  -0.0035
O  -0.004  -0.0024  -0.0023
O  0.0054  -0.0088  -0.0023
O  0.0012  0.0008  -0.0055
O  -0.0048  0.0121  -0.0265
O  0.0019  -0.0035  -0.0043
O  0.0187  -0.0045  -0.0227
O  -0.0034  -0.0001  -0.0076
O  -0.0123  0.0022  -0.0009
O  0.0036  0.0007  -0.0028
O  0.0229  0.0326  0.0292
O  -0.0013  -0.0027  -0.0095
O  0.0021  0.0033  -0.0152
O  -0.0004  -0.0007  -0.0058
O  -0.0027  0.0147  -0.0417
O  0.0006  0.0004  -0.0118
O  0.0001  -0.0025  -0.0068
O  0.0062  0.0032  0.0203
O  0.0018  -0.001  -0.0055
O  0.0034  -0.0046  -0.0043
O  -0.0114  -0.0037  -0.0138
O  0.0022  0.0005  -0.0056
O  -0.0035  0.0023  -0.0109
O  -0.0163  -0.003  -0.0119
O  0.001  0.002  -0.0026
O  -0.0043  0.0044  -0.0128
O  -0.0001  0.0004  -0.0036
O  -0.0032  0.0013  -0.0021
O  0.0106  -0.0018  -0.0153
O  -0.0064  -0.0007  -0.0038
O  -0.0032  -0.003  -0.0038
O  -0.0065  0.0071  -0.0272
O  0.0012  -0.0087  -0.0127
O  -0.0024  0.0123  0.0021
O  0.0074  -0.0002  -0.0024
O  0.0031  0.0002  0.0026
O  0.005  -0.0078  0.0008
O  -0.0034  -0.0118  -0.0291
O  0.0019  0.002  -0.003
O  -0.001  0.0004  -0.0032
O  0.0041  0.0076  0.0051
O  0.0051  0.0017  -0.0033
O  0.0057  -0.011  -0.0232
O  0.0009  -0.0038  -0.0029
O  0.0016  0.001  -0.0083
O  0.01  0.0041  -0.0158
O  0.0003  0.0003  -0.0005
O  0.0013  0.0016  -0.0022
O  -0.006  -0.0004  -0.0071
O  -0.0011  0.0013  -0.0061
O  0.0059  0.0012  0.0033
O  0.011  0.0006  -0.0064
O  -0.0024  0.0014  -0.0079
O  0.0005  -0.0015  -0.0095
O  -0.0005  0.0035  -0.0062
O  -0.0125  0.0031  0.0282
O  0.0159  -0.0021  0.0179
O  0.0004  0.0029  -0.0015
O  0.0061  -0.0033  -0.006
O  -0.0017  0.0006  -0.003
O  -0.0049  0.0003  0.0011
O  -0.0019  -0.0026  -0.0055
O  0.0065  0.0029  -0.0089
O  0.0012  -0.0063  -0.0134
O  0.0033  -0.0143  0.0002
O  -0.0026  -0.0019  -0.0056
O  -0.0012  -0.0011  -0.0038
O  -0.0012  0.0027  0.0083
H  0.0006  0.0065  -0.0116
H  -0.0008  -0.0002  -0.0012
H  0.0006  0.0037  -0.0037
H  0.0026  -0.2157  0.2918
H  0.0131  -0.2057  0.2991
H  -0.0011  0.2085  0.2934

The program warned: the cutoff lies below the one the program advises for these potential files; the exchange-correlation potential is rough where the density is thin.
